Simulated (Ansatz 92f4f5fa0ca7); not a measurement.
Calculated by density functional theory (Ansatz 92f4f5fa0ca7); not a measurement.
Periodic cell of 534 atoms, Si286O176H72, with a vacuum gap, from a study of silicon, its oxide and their interface. The atomic structure is a simulated model.

Settings: functional r2SCAN; potential files Ansatz PAW; basis plane waves; wave-function cutoff 800 eV; density cutoff ratio 5; exchange-correlation grid ratio 1; k mesh 1 x 1 x 1, Gamma-centred; self-consistency stop 2e-11 eV per atom in the density residual; occupations fixed; spin none; net charge 0; applied field sawtooth along c, amplitude +0.015 V/angstrom in the program's sign convention, ramp centred at 0.9881 of c and 0.0237 of c wide, no dipole correction.

Cell vectors (angstrom)
a	16.3305	0	0
b	0	16.3305	0
c	0	0	42.1591

Atoms and the computed forces on them: element, x, y, z (angstrom), force x, y, z (eV/angstrom)
Si	-0.358	-0.142	28.361	-0.002	-0.008	0.028
Si	3.01	2.325	28.641	0.009	-0.001	0.016
Si	0.02	5.767	28.825	0.004	0.009	0.013
Si	3.099	7.673	28.494	0.004	-0.002	0.033
Si	-0.227	11.019	28.586	0.001	0	0.038
Si	2.993	13.257	28.393	0.005	0.003	0.037
Si	5.29	0.188	28.552	0.002	0.002	0.022
Si	8.596	2.563	28.376	-0.003	-0.004	0.032
Si	5.249	5.308	28.506	-0.005	0.001	0.032
Si	8.745	7.672	28.251	0.007	-0.007	0.028
Si	5.301	11.116	28.526	0.002	0.007	0.02
Si	8.673	13.475	28.326	0.004	0.004	0.03
Si	10.915	0.432	28.373	-0.008	-0.003	0.016
Si	13.366	3.666	28.13	-0.011	0.005	0.043
Si	10.946	5.524	28.788	0.001	-0.007	0.033
Si	14.023	7.83	28.893	0	-0.001	0.031
Si	10.777	11.075	28.058	-0.009	0.008	0.035
Si	13.943	13.297	28.611	-0.004	-0.008	0.023
Si	1.199	1.233	29.662	0.004	-0.002	-0.007
Si	4.079	3.942	29.98	0.005	0.002	-0.004
Si	1.552	6.883	30.079	-0.009	-0.006	-0.001
Si	4.158	9.438	29.716	0.001	0.003	0.001
Si	1.427	12.171	29.79	-0.003	0	-0.004
Si	4.074	14.904	29.737	0.002	0.001	-0.011
Si	6.939	1.399	29.707	-0.005	-0.005	-0.001
Si	9.605	4.024	29.918	0.01	0.01	-0.012
Si	6.958	6.631	29.551	-0.003	-0.006	-0.001
Si	9.666	9.466	29.516	0.001	-0.002	0.006
Si	6.959	12.341	29.641	-0.01	-0.008	-0.004
Si	9.784	15.041	29.674	-0.001	0.001	-0.006
Si	12.446	1.682	29.587	-0.015	-0.005	-0.004
Si	14.984	4.189	29.811	0.006	0.014	0.004
Si	12.346	6.802	30.106	-0.001	-0.003	-0.016
Si	15.083	9.514	30.045	-0.001	-0.001	-0.015
Si	12.252	12.13	29.663	0.01	0.008	-0.003
Si	15.053	14.82	29.976	0.011	0.003	-0.007
Si	-0.031	2.68	31.079	0.006	-0.002	0.007
Si	2.637	-0.093	31.079	0.017	-0.009	0.007
Si	0.15	8.223	31.384	0.008	-0.005	-0.003
Si	2.772	5.352	31.316	0.006	-0.002	-0.004
Si	0.137	13.52	31.259	-0.002	0.001	0
Si	2.774	10.773	31.131	-0.009	0.004	0.008
Si	5.572	2.658	31.207	0.001	0.001	0.002
Si	8.275	-0.03	31.043	-0.008	0.003	0.005
Si	5.596	8.061	30.99	-0.001	0.002	0.009
Si	8.172	5.392	31.148	0.005	-0.012	0.007
Si	5.536	13.613	31.075	0	0.006	0.003
Si	8.254	10.833	30.942	0	0.008	0.012
Si	11.047	2.727	31.195	-0.009	0.002	0.005
Si	13.634	0.079	31.028	0.002	-0.012	0.01
Si	10.917	8.273	31.177	0.013	-0.016	0.006
Si	13.699	5.414	31.361	-0.005	0.009	0.001
Si	11.004	13.593	31.064	-0.008	-0.004	0.002
Si	13.576	10.869	31.2	0.012	-0.012	0.007
Si	1.315	4.015	32.538	-0.002	0.017	0.027
Si	4.075	1.287	32.441	0.001	0.009	0.018
Si	1.469	9.58	32.675	-0.014	0	0.016
Si	4.207	6.783	32.49	-0.009	0.004	0.024
Si	1.42	14.936	32.588	-0.026	0.006	0.014
Si	4.158	12.208	32.42	0.006	0.011	0.022
Si	6.843	4.072	32.565	-0.012	0.021	0.013
Si	9.609	1.327	32.458	0.004	0.006	0.017
Si	6.884	9.492	32.371	-0.026	-0.009	0.026
Si	9.54	6.816	32.467	0.02	0.005	0.017
Si	6.86	14.987	32.444	-0.003	0.004	0.02
Si	9.561	12.229	32.378	0.017	0.015	0.025
Si	12.304	4.066	32.638	-0.009	0.004	0.013
Si	14.982	1.341	32.486	0.008	0.008	0.03
Si	12.244	9.561	32.598	-0.003	0.014	0.014
Si	15.055	6.82	32.642	-0.004	0.002	0.014
Si	12.304	15.003	32.429	-0.003	0.009	0.025
Si	14.99	12.225	32.541	0.006	0.001	0.017
Si	0.016	0.001	33.873	0.045	-0.043	0.203
Si	2.728	2.668	33.844	0.061	-0.05	0.209
Si	0.037	5.403	33.953	0.013	-0.003	0.228
Si	2.829	8.132	33.897	0.015	-0.019	0.207
Si	0.021	10.91	33.949	0.005	0.014	0.224
Si	2.811	13.562	33.862	0.024	-0.024	0.231
Si	5.456	-0.034	33.835	0.015	-0.008	0.192
Si	8.229	2.689	33.841	0.011	-0.033	0.211
Si	5.476	5.431	33.91	0.05	-0.066	0.195
Si	8.175	8.165	33.829	0.012	-0.011	0.221
Si	5.502	10.839	33.778	0.016	0.002	0.19
Si	8.185	13.574	33.783	-0.001	-0.023	0.182
Si	10.912	-0.044	33.841	-0.011	0.004	0.2
Si	13.653	2.672	33.919	-0.01	-0.004	0.231
Si	10.895	5.468	33.884	-0.025	0.014	0.211
Si	13.619	8.183	33.922	0.006	-0.017	0.232
Si	10.861	10.938	33.876	-0.003	-0.005	0.197
Si	13.648	13.663	33.84	-0.003	-0.017	0.212
Si	1.368	1.357	35.248	0.123	-0.148	0.216
Si	4.057	4.071	35.218	0.158	-0.057	0.175
Si	1.423	6.789	35.257	0.114	-0.137	0.298
Si	4.144	9.533	35.221	0.12	-0.156	0.262
Si	1.395	12.29	35.261	-0.001	-0.124	0.336
Si	4.125	14.936	35.242	0.17	-0.056	0.198
Si	6.802	1.367	35.19	0.094	-0.1	0.142
Si	9.534	4.072	35.219	0.057	0.026	0.316
Si	6.807	6.834	35.231	0.119	-0.179	0.304
Si	9.502	9.536	35.214	0.061	0.091	0.217
Si	6.809	12.229	35.17	0.166	-0.093	0.009
Si	9.509	14.945	35.18	0.149	-0.091	0.163
Si	12.25	1.327	35.227	0.06	-0.131	0.349
Si	14.98	4.053	35.28	0.07	-0.013	0.465
Si	12.239	6.825	35.262	0.017	-0.047	0.351
Si	14.979	9.537	35.272	0.049	0.012	0.482
Si	12.246	12.311	35.191	-0.049	-0.003	0.246
Si	14.975	15.004	35.242	0.077	-0.096	0.298
Si	0.013	2.723	6.987	-0.171	0.119	-0.188
Si	2.728	-0.017	6.923	-0.086	0.172	-0.234
Si	0.02	8.157	6.933	-0.1	0.093	-0.308
Si	2.731	5.421	6.98	-0.089	0.121	-0.174
Si	0.005	13.657	6.937	-0.18	-0.007	-0.325
Si	2.765	10.9	6.92	-0.107	0.054	-0.242
Si	5.423	2.721	6.908	-0.11	0.105	-0.193
Si	8.14	-0.011	6.892	-0.056	0.127	-0.143
Si	5.426	8.164	6.961	-0.208	0.053	-0.226
Si	8.152	5.443	6.888	-0.095	0.084	-0.434
Si	5.464	13.567	6.947	-0.13	0.154	-0.052
Si	8.118	10.87	6.912	0.006	0.06	-0.227
Si	10.872	2.683	6.915	-0.074	-0.002	-0.278
Si	13.612	0.027	6.956	-0.094	0.133	-0.278
Si	10.849	8.186	6.942	-0.034	0.018	-0.231
Si	13.597	5.431	6.93	0.033	0.022	-0.396
Si	10.867	13.628	6.908	-0.073	0.017	-0.32
Si	13.588	10.932	6.902	0.008	-0.04	-0.343
Si	1.345	4.102	8.362	-0.015	0.019	-0.189
Si	4.061	1.365	8.288	-0.034	0.036	-0.2
Si	1.373	9.561	8.255	-0.029	0.02	-0.217
Si	4.063	6.801	8.345	-0.028	0.035	-0.179
Si	1.329	15.024	8.312	0.005	0.002	-0.235
Si	4.077	12.246	8.353	-0.016	0.033	-0.198
Si	6.765	4.122	8.248	-0.008	-0.018	-0.222
Si	9.491	1.334	8.292	0	0.008	-0.193
Si	6.735	9.545	8.316	-0.009	0.012	-0.217
Si	9.457	6.8	8.275	-0.006	0.046	-0.215
Si	6.785	14.986	8.287	-0.06	0.037	-0.187
Si	9.492	12.241	8.233	-0.018	0.02	-0.209
Si	12.196	4.081	8.249	-0.003	0.007	-0.237
Si	14.95	1.399	8.35	-0.019	0.021	-0.192
Si	12.22	9.577	8.262	0.03	-0.039	-0.213
Si	14.977	6.782	8.279	-0.013	0.018	-0.221
Si	12.201	15.018	8.262	-0.001	0.012	-0.21
Si	14.941	12.294	8.26	0.011	0.013	-0.208
Si	-0.015	0.047	9.72	-0.011	0	-0.03
Si	2.699	2.712	9.685	0.006	-0.01	-0.014
Si	-0.021	5.475	9.737	0.003	-0.003	-0.031
Si	2.651	8.188	9.659	0.023	0.004	-0.018
Si	0.005	10.942	9.583	-0.005	-0.014	-0.006
Si	2.671	13.655	9.655	0.011	-0.012	-0.014
Si	5.394	0.005	9.667	0.023	0.003	-0.014
Si	8.097	2.743	9.583	0.01	-0.006	-0.008
Si	5.45	5.447	9.697	-0.014	-0.006	-0.026
Si	8.048	8.131	9.633	0.005	-0.019	-0.025
Si	5.402	10.866	9.766	0.005	0.006	-0.018
Si	8.17	13.619	9.597	0	-0.015	-0.015
Si	10.854	-0.018	9.698	-0.011	-0.007	-0.021
Si	13.54	2.794	9.654	0.001	-0.022	-0.015
Si	10.802	5.402	9.595	-0.004	-0.014	-0.011
Si	13.582	8.163	9.558	-0.005	-0.006	-0.007
Si	10.823	10.906	9.626	0.005	0.004	-0.027
Si	13.549	13.665	9.587	0.003	-0.019	-0.008
Si	1.316	1.437	11.119	0.01	-0.002	-0.015
Si	4.094	4.054	11.016	0	-0.004	-0.007
Si	1.307	6.901	11.11	-0.001	0.002	-0.012
Si	3.961	9.468	11.106	-0.013	0	-0.012
Si	1.281	12.333	11.012	-0.003	-0.001	-0.008
Si	3.967	15.032	11.048	0.001	0	-0.008
Si	6.776	1.4	10.973	-0.005	0.004	0.005
Si	9.418	4.069	10.987	-0.002	-0.005	0
Si	6.73	6.833	11.133	0.003	0	-0.013
Si	9.406	9.502	10.908	-0.004	0.006	-0.003
Si	6.818	12.332	10.998	0	0.004	-0.001
Si	9.529	14.861	11.057	-0.012	0.012	-0.005
Si	12.173	1.448	11.008	0.004	0.003	-0.007
Si	14.847	4.168	11.054	-0.004	0.005	-0.006
Si	12.142	6.818	10.866	0.002	0.011	-0.002
Si	14.99	9.522	10.855	-0.011	0.011	-0.003
Si	12.158	12.352	10.936	0.008	-0.003	-0.009
Si	14.865	15.012	10.986	0.001	-0.005	0.003
Si	-0.157	2.805	12.42	-0.002	-0.003	-0.005
Si	2.641	0.05	12.539	-0.001	-0.001	0.001
Si	-0.135	8.275	12.468	-0.001	0.003	0.003
Si	2.794	5.51	12.319	-0.004	-0.005	0
Si	-0.166	13.655	12.382	0	-0.001	0.009
Si	2.589	10.929	12.374	0.009	0.01	0.009
Si	5.409	2.677	12.431	0.003	0.002	-0.004
Si	8.148	-0.008	12.25	-0.005	-0.001	0.002
Si	5.28	8.11	12.576	0.007	0.007	0.003
Si	8.14	5.435	12.433	0.003	-0.002	-0.003
Si	5.377	13.666	12.327	0	-0.003	-0.001
Si	8.18	10.915	12.302	-0.005	-0.002	0.005
Si	10.716	2.703	12.392	0.001	0	0.006
Si	13.548	0.101	12.333	0	0	-0.003
Si	10.726	8.102	12.222	0.007	-0.002	0.001
Si	13.451	5.589	12.352	-0.011	-0.007	0.001
Si	10.89	13.544	12.566	-0.003	-0.005	0.001
Si	13.55	10.89	12.04	0.001	-0.006	0.007
Si	1.267	4.299	13.506	0.006	0	0.014
Si	4.292	1.159	13.882	0.003	0.001	0.008
Si	0.937	9.953	13.764	-0.001	0.001	0.01
Si	4.315	6.318	13.986	-0.003	-0.011	0.012
Si	0.965	15.207	13.747	0.002	-0.004	0.007
Si	4.216	12.084	13.605	-0.009	0.003	0.01
Si	6.659	4.166	13.733	-0.002	-0.007	0.005
Si	9.639	1.017	13.737	-0.007	0.002	0.004
Si	6.474	9.881	13.52	0.007	-0.002	0.017
Si	9.741	6.57	13.746	-0.005	0.004	0.01
Si	6.535	15.284	13.549	0.008	-0.003	0.007
Si	9.899	11.69	13.786	-0.003	-0.001	0.017
Si	11.888	4.328	13.568	0.007	-0.005	0.007
Si	15.102	1.15	13.776	-0.002	0	0.011
Si	12.139	9.559	13.285	0.003	0.008	-0.004
Si	14.314	7.406	13.653	0.003	0	0.005
Si	12.049	15.304	13.712	0.005	0.004	0.01
Si	14.899	12.017	13.528	-0.007	-0.001	0
Si	-5.403	-19.273	17.639	0.002	0.004	0.04
Si	2.851	7.539	19.028	0.002	-0.001	0.035
Si	-0.425	-0.264	21.962	0	-0.001	0.027
Si	-9.071	18.837	21.883	-0.002	0	0.044
Si	-14.709	-5.78	16.613	0	-0.001	0.043
Si	4.431	26.278	17.841	0.003	0.002	0.039
Si	3.422	1.818	23.399	0.001	0.002	0.036
Si	-1.664	0.121	19.235	0.006	0.001	0.046
Si	-16.126	20.139	19.764	0.002	-0.007	0.034
Si	8.266	-2.886	20.478	0.003	-0.004	0.035
Si	-2.382	4.961	25.349	0.001	0.005	0.037
Si	-10.96	20.336	23.674	0.002	0.006	0.036
Si	5.391	9.938	25.793	-0.003	-0.001	0.041
Si	7.009	9.293	16.4	-0.004	0	0.026
Si	2.328	29.632	15.865	0.004	-0.003	0.036
Si	0.349	20.849	24.181	0	0.004	0.03
Si	13.4	15.731	26.868	-0.006	-0.005	0.032
Si	12.608	2.932	23.509	-0.002	0.005	0.039
Si	3.144	3.163	20.51	0.001	-0.007	0.043
Si	6.939	15.009	26.284	-0.002	0.005	0.043
Si	13.192	13.475	15.767	0	-0.008	0.043
Si	6.654	19.845	26.256	0.004	0.004	0.052
Si	10.729	44.746	21.883	0.005	-0.004	0.033
Si	6.17	-3.673	24.634	-0.003	-0.004	0.036
Si	-14.516	20.638	26.616	0	0.001	0.044
Si	12.904	20.755	18.218	0	0.001	0.041
Si	-2.436	24.298	26.077	0.004	0	0.045
Si	25.808	3.12	23.648	-0.001	-0.004	0.031
Si	16.898	18.134	23.705	-0.003	0.006	0.028
Si	-8.148	25.689	21.355	0.002	0.005	0.037
Si	14.336	16.899	24.293	-0.005	-0.008	0.037
Si	11.935	10.035	25.136	0.004	-0.002	0.045
Si	3.503	21.909	16.955	0.004	0	0.047
Si	-8.045	18.516	18.922	-0.009	-0.002	0.047
Si	13.815	19.055	20.548	-0.002	-0.006	0.046
Si	-2.497	3.148	15.652	-0.002	0.006	0.035
Si	-15.299	14.339	26.208	0.007	-0.001	0.039
Si	9.822	4.357	17.679	0.001	0	0.031
Si	-26.915	28.592	19.516	0.006	0.003	0.042
Si	-20.737	9.44	20.697	-0.003	0.002	0.036
Si	8.442	-5.225	23.586	-0.007	-0.001	0.037
Si	-8.055	2.618	16.004	0.005	0	0.041
Si	7.542	23.044	20.857	0.003	-0.002	0.035
Si	16.345	9.649	25.79	0.004	-0.001	0.041
Si	4.816	5.593	19.62	0.008	-0.007	0.084
Si	2.963	16.756	19.31	0.001	0.001	0.046
Si	13.645	29.822	18.683	0.006	-0.002	0.043
Si	1.343	-18.595	23.321	-0.004	-0.004	0.038
Si	15.752	5.611	15.49	0.002	-0.003	0.039
Si	7.833	8.476	25.279	-0.006	-0.002	0.039
Si	6.998	-1.846	16.362	-0.003	0.001	0.034
Si	19.012	24.837	25.621	-0.003	0.002	0.035
Si	16.897	17.775	17.805	-0.007	-0.004	0.036
Si	-13.306	-10.534	24.36	-0.003	0.005	0.031
Si	5.753	-2.69	21.929	-0.004	0.004	0.042
Si	9.005	31.941	18.362	-0.002	-0.002	0.033
Si	-8.944	17.534	24.594	-0.003	-0.007	0.042
Si	-0.956	22.557	18.344	-0.002	0.001	0.03
Si	13.342	12.039	23.084	0.002	0.002	0.042
Si	19.917	-17.166	22.008	0	-0.004	0.039
Si	4.377	30.869	17.746	0.008	0.004	0.041
Si	9.016	6.1	23.501	0	0.001	0.036
Si	0.185	-7.298	18.997	-0.007	0.002	0.028
Si	-6.748	8.271	19.243	0.003	0.002	0.061
Si	14.455	-21.753	20.367	-0.011	-0.001	0.039
Si	27.092	8.314	23.01	0.001	-0.002	0.036
Si	-0.496	12.373	24.597	0.004	-0.005	0.037
Si	18.926	-29.951	15.816	-0.011	0.002	0.034
Si	-7.78	28.223	16.701	-0.003	0.002	0.042
Si	8.836	23.46	16.736	0.005	0.004	0.045
O	-9.019	2.165	20.266	0.008	-0.002	-0.036
O	1.387	-7.066	25.045	0.001	0	-0.011
O	7.379	-3.935	19.582	-0.003	-0.002	-0.024
O	-3.038	9.848	19.954	0.005	0	-0.011
O	0.962	5.236	27.608	0.007	-0.012	-0.018
O	8.818	18.327	24.626	0.004	0.005	-0.015
O	0.181	-1.689	22.365	-0.005	0.007	-0.019
O	7.347	-2.498	21.75	0.008	-0.002	-0.022
O	2.483	19.377	27.3	-0.006	0.005	-0.019
O	2.991	-2.402	17.194	-0.01	-0.006	-0.026
O	1.579	5.451	23.666	-0.002	-0.001	-0.013
O	13.461	14.175	27.314	-0.002	0.01	-0.013
O	4.215	6.526	28.084	-0.002	0.008	-0.006
O	2.304	-2.637	26.972	-0.011	0.005	-0.023
O	10.502	6.732	23.234	0.001	0.002	-0.012
O	-2.445	-1.287	19.085	-0.004	-0.008	-0.009
O	6.49	1.958	25.753	0.001	-0.006	-0.018
O	9.937	22.879	27.959	-0.009	0.011	-0.008
O	5.977	10.366	27.239	-0.001	-0.008	-0.024
O	5.48	11.23	24.848	0.003	0.008	-0.019
O	3.958	24.945	18.574	0.002	0.005	-0.015
O	2.974	21.449	25.832	0.003	0.005	-0.022
O	-2.424	12.456	14.751	0.008	-0.003	-0.019
O	17.866	8.314	19.578	0.001	0	-0.011
O	-1.344	-12.119	15.31	0.001	0.001	-0.017
O	13.672	1.278	19.809	0.003	-0.005	-0.014
O	7.96	10.434	17.057	0	-0.001	-0.005
O	14.515	0.325	27.673	-0.006	0.004	-0.023
O	12.124	12.832	22.308	-0.007	0.002	-0.016
O	6.933	1.319	23.004	-0.001	0.006	-0.027
O	13.149	8.989	25.121	-0.007	0.006	-0.019
O	-2.265	20.256	26.632	0.002	-0.004	-0.018
O	9.715	12.955	20.985	-0.008	0.005	-0.023
O	19.09	-2.109	22.582	0.008	0.006	-0.018
O	22.489	19.986	22.286	0.005	-0.004	-0.022
O	7.336	12.96	16.782	0.002	-0.001	-0.009
O	0.676	5.49	14.485	0.004	-0.006	-0.017
O	-1.522	6.854	15.103	-0.006	0.006	-0.022
O	-11.098	-5.441	18.876	-0.006	-0.009	-0.022
O	-0.13	5.857	17.002	0.002	-0.004	-0.027
O	-6.878	25.131	22.192	-0.008	0.003	-0.021
O	-1.93	18.044	15.16	0.006	-0.008	-0.024
O	-0.875	16.984	17.893	0.004	0.002	-0.02
O	3.738	6.358	15.535	0.007	0.011	-0.042
O	-6.39	11.594	23.223	0.006	0.004	-0.018
O	-16.013	19.253	18.418	0.002	-0.007	-0.013
O	4.307	21.565	23.523	0.005	-0.004	-0.014
O	-1.861	-3.43	23.878	-0.01	-0.001	-0.016
O	11.02	19.112	23.47	0.002	0	-0.011
O	9.183	0.821	18.841	0.001	-0.003	-0.011
O	-0.269	5.335	19.507	-0.005	0.008	-0.016
O	3.837	1.732	15.378	0.007	-0.007	-0.024
O	-0.127	16.346	14.225	0	0.002	-0.007
O	8.9	5.644	17.347	-0.004	0.003	-0.015
O	9.759	8.103	17.648	-0.005	-0.001	-0.021
O	-2.244	13.455	17.115	-0.003	0.001	-0.03
O	7.359	7.791	16.903	-0.002	0.001	-0.02
O	-12.484	16.614	23.146	-0.001	-0.006	-0.015
O	-11.242	29.845	18.754	-0.007	0.008	-0.027
O	8.058	19.801	27.1	-0.007	0.005	-0.027
O	-2.133	27.545	21.95	0.006	-0.009	-0.029
O	9.264	7.186	15.182	0.006	-0.004	-0.036
O	10.863	5.454	14.168	-0.002	0.001	-0.01
O	18.633	7.928	27.089	0	0.002	-0.014
O	13.201	8.552	14.082	0.001	-0.004	-0.009
O	4.526	19.034	24.164	-0.004	-0.004	-0.015
O	7.553	18.587	17.439	0	0.004	-0.031
O	12.949	4.326	24.25	-0.005	-0.009	-0.016
O	3.162	7.387	24.56	0.003	-0.009	-0.016
O	3.844	9.573	25.865	0.001	-0.002	-0.008
O	11.108	10.59	14.095	-0.007	0.004	-0.007
O	8.764	19.33	22.199	-0.005	-0.001	-0.024
O	-1.932	12.333	19.549	-0.003	0.01	-0.012
O	9.17	-4.36	15.21	0.011	-0.001	-0.039
O	7.273	9.323	14.819	-0.002	0.003	-0.029
O	-0.861	-8.037	25.88	-0.002	0	-0.007
O	6.474	4.331	24.842	-0.007	0.001	-0.027
O	-0.719	-5.516	24.941	-0.004	0.009	-0.019
O	8.231	14.419	27.059	-0.009	0.002	-0.015
O	-1.008	5.292	24.533	0.003	-0.003	-0.014
O	-1.816	-0.019	22.783	0.006	-0.003	-0.022
O	-10.021	5.949	20.146	-0.01	-0.002	-0.018
O	1.296	28.439	16.267	0	0.005	-0.012
O	8.351	24.627	26.797	-0.006	0.004	-0.026
O	2.112	3.237	14.386	-0.005	0.005	-0.019
O	-0.942	3.1	20.655	0.004	0.006	-0.02
O	-6.678	3.402	16.377	-0.004	-0.005	-0.016
O	9.255	4.645	24.171	0	0.001	-0.012
O	-7.528	23.286	19.839	0.006	0.002	-0.014
O	-7.808	14.788	19.648	0.004	0.01	-0.027
O	11.099	-7.887	19.746	-0.007	-0.006	-0.021
O	-0.15	13.25	25.928	-0.004	-0.003	-0.022
O	3.674	6.657	20.114	-0.006	0.006	-0.019
O	0.598	9.886	17.674	0.009	0.007	-0.019
O	-4.968	21.118	17.887	-0.005	0	-0.011
O	-11.541	21.838	17.977	-0.004	0.003	-0.003
O	-2.86	6.432	25.818	0	-0.008	-0.017
O	13.198	2.78	22.024	0.008	-0.002	-0.036
O	-18.839	38.427	18.128	0.002	0.002	-0.01
O	3.123	26.967	17.214	-0.009	0.003	-0.012
O	9.713	12.325	17.756	-0.005	-0.004	-0.026
O	6.105	13.687	25.862	-0.003	-0.012	-0.015
O	12.504	19.86	14.843	-0.006	0.004	-0.019
O	18.791	6.534	17.792	0.001	-0.007	-0.021
O	5.422	14.775	16.543	0.007	0.001	-0.015
O	10.849	16.327	14.2	0.003	-0.004	-0.009
O	7.275	3.521	15.107	-0.008	0.008	-0.025
O	-16.906	-0.18	20.382	-0.006	0.002	-0.032
O	-0.493	10.101	20.032	0.01	-0.009	-0.016
O	18.403	18.158	24.284	0.003	-0.002	-0.009
O	-2.86	3.261	17.222	0.004	-0.006	-0.024
O	-8.615	10.68	22.163	-0.002	-0.006	-0.021
O	1.458	14.879	24.737	0.002	-0.001	-0.026
O	-7.983	26.212	24.64	0.005	0.01	-0.018
O	-1.158	39.455	28.303	0.003	-0.006	-0.016
O	5.012	-1.339	21.463	0.001	-0.002	-0.017
O	11.872	16.253	27.116	0.009	-0.004	-0.009
O	0.496	31.87	27.134	0.006	-0.003	-0.015
O	15.484	-8.517	18.663	-0.001	-0.005	-0.014
O	0.336	10.251	27.262	0.001	-0.007	-0.027
O	-3.101	18.058	24.376	-0.002	0.004	-0.011
O	20.398	-0.388	18.472	0.007	-0.008	-0.022
O	7.713	12.382	24.241	0.006	-0.004	-0.016
O	9.682	1.42	27.849	0.004	-0.001	-0.011
O	-8.201	22.253	22.146	-0.01	0.004	-0.026
O	1.37	18.151	16.432	0.012	0.007	-0.028
O	17.16	12.559	23.648	0.005	0.004	-0.015
O	8.235	23.477	24.464	0.006	-0.01	-0.018
O	2.767	32.43	20.765	-0.003	0.008	-0.029
O	1.576	25.979	15.253	-0.004	-0.006	-0.033
O	8.696	-6.796	19.815	0.003	-0.003	-0.017
O	7.047	8.199	21.344	-0.001	-0.003	-0.011
O	9.241	3.516	18.96	0.005	0.005	-0.026
O	9.658	12.265	27.767	0.003	-0.003	-0.007
O	13.357	8.424	27.535	-0.001	0.004	-0.029
O	7.412	-0.358	25.051	0.002	0.01	-0.022
O	11.122	10.809	20.984	0.001	-0.006	-0.021
O	16.429	19.605	23.189	0	-0.006	-0.014
O	20.474	17.603	28.102	-0.007	0.005	-0.014
O	21.885	21.609	14.193	-0.002	0.008	-0.006
O	7.851	15.536	17.235	-0.011	-0.005	-0.018
O	12.994	14.897	15.005	-0.008	0.008	-0.025
O	5.381	-2.937	23.456	-0.002	0.005	-0.03
O	0.63	0.88	22.384	-0.001	-0.005	-0.02
O	-12.937	-14.355	19.441	-0.002	-0.005	-0.011
O	19.543	-13.768	21.991	-0.002	0.006	-0.029
O	-4.328	4.581	27.93	0.022	-0.017	-0.023
O	3.531	29.056	14.941	0.009	-0.004	-0.02
O	-10.706	4.276	27.266	0.007	-0.006	-0.024
O	5.244	12.378	21.051	0	-0.007	-0.023
O	1.521	14.47	15.096	-0.007	0.01	-0.022
O	-14.648	3.851	20.401	-0.006	0.002	-0.007
O	7.361	14.651	14.805	-0.004	0.004	-0.026
O	12.523	11.213	24.207	0.004	0.008	-0.022
O	-5.531	9.135	24.4	-0.006	-0.006	-0.022
O	8.777	1.375	15.091	0.008	-0.006	-0.024
O	-3.334	20.159	19.705	-0.004	0.01	-0.032
O	6.217	8.644	25.282	0.006	-0.003	-0.013
O	4.146	12.161	27.991	0.001	-0.004	-0.011
O	11.672	-3.238	16.219	0.008	0	-0.025
O	17.081	3.767	25.552	-0.006	-0.004	-0.022
O	5.963	15.848	27.238	0.01	-0.011	-0.023
O	-5.981	14.911	17.759	0.003	-0.005	-0.009
O	5.382	11.008	14.04	0.001	-0.003	-0.009
O	13.826	-0.567	25.312	0.006	0.008	-0.028
O	12.049	-3.153	18.791	-0.005	0	-0.024
O	16.036	-5.342	14.099	0.002	-0.001	-0.007
O	1.537	0.421	18.581	-0.008	0.004	-0.025
O	19.329	4.029	16.707	-0.001	-0.005	-0.02
O	11.382	10.584	26.584	0.007	-0.007	-0.024
O	-0.533	1.166	24.718	0.003	0.002	-0.015
O	14.963	12.105	28.123	0.003	0.003	-0.017
O	4.343	4.192	20.247	0.003	0.006	-0.021
O	5.471	16.383	14.153	-0.004	0.001	-0.008
O	5.454	9.568	16.665	0.006	-0.003	-0.016
O	-4.248	8.649	22.121	0.004	0.005	-0.023
H	2.185	0.532	36.181	-0.272	0.204	-0.249
H	0.549	2.183	36.181	0.329	-0.263	-0.299
H	4.884	3.254	36.15	-0.307	0.25	-0.234
H	3.243	4.9	36.15	0.279	-0.407	-0.291
H	2.226	5.949	36.189	-0.323	0.443	-0.171
H	0.59	7.6	36.189	0.25	-0.145	-0.319
H	4.938	8.684	36.154	-0.241	0.5	-0.192
H	3.319	10.351	36.154	0.254	-0.155	-0.34
H	0.567	13.104	36.193	0.396	-0.138	-0.266
H	2.211	11.462	36.193	-0.275	0.219	-0.22
H	3.298	15.752	36.175	0.206	-0.215	-0.321
H	4.938	14.105	36.175	-0.294	0.399	-0.192
H	7.611	0.533	36.122	-0.303	0.256	-0.22
H	5.973	2.181	36.122	0.316	-0.225	-0.298
H	8.709	4.89	36.151	0.185	-0.301	-0.272
H	10.34	3.235	36.151	-0.195	0.361	-0.239
H	7.615	5.998	36.163	-0.143	0.348	-0.23
H	5.97	7.64	36.163	0.37	-0.31	-0.271
H	8.665	10.342	36.146	0.3	-0.365	-0.23
H	10.323	8.713	36.146	-0.248	0.294	-0.289
H	5.985	13.049	36.102	0.273	-0.319	-0.341
H	7.615	11.392	36.102	-0.282	0.375	-0.257
H	8.689	15.769	36.113	0.218	-0.268	-0.313
H	10.343	14.136	36.113	-0.399	0.307	-0.218
H	11.422	2.142	36.16	0.246	-0.26	-0.29
H	13.091	0.524	36.16	-0.433	0.271	-0.206
H	14.156	4.874	36.213	0.192	-0.263	-0.271
H	15.812	3.242	36.213	-0.331	0.32	-0.195
H	11.408	7.638	36.194	0.312	-0.263	-0.242
H	13.05	5.992	36.194	-0.237	0.231	-0.265
H	14.158	10.36	36.204	0.258	-0.235	-0.219
H	15.798	8.713	36.204	-0.266	0.212	-0.232
H	13.056	11.478	36.124	-0.193	0.245	-0.297
H	11.405	13.114	36.124	0.439	-0.266	-0.219
H	14.15	15.823	36.174	0.342	-0.316	-0.27
H	15.801	14.187	36.174	-0.278	0.244	-0.267
H	0.831	1.898	6.055	-0.238	0.27	0.316
H	-0.819	3.535	6.055	0.312	-0.255	0.234
H	3.556	-0.833	5.99	-0.279	0.207	0.292
H	1.911	0.809	5.99	0.292	-0.289	0.186
H	0.852	7.345	6	-0.278	0.291	0.234
H	-0.799	8.981	6	0.183	-0.263	0.239
H	3.545	4.592	6.048	-0.326	0.293	0.307
H	1.928	6.261	6.048	0.257	-0.301	0.249
H	0.834	12.842	6.005	-0.202	0.232	0.289
H	-0.821	14.475	6.005	0.34	-0.301	0.193
H	1.949	11.728	5.988	0.248	-0.203	0.251
H	3.591	10.082	5.988	-0.267	0.37	0.252
H	6.252	1.907	5.976	-0.261	0.262	0.301
H	4.597	3.538	5.976	0.305	-0.373	0.188
H	7.331	0.822	5.959	0.291	-0.271	0.249
H	8.961	-0.835	5.959	-0.319	0.268	0.281
H	6.263	7.357	6.028	-0.271	0.239	0.322
H	4.632	9.012	6.028	0.222	-0.44	0.217
H	7.344	6.278	5.955	0.273	-0.317	0.181
H	8.977	4.624	5.955	-0.261	0.24	0.272
H	4.651	14.398	6.015	0.193	-0.308	0.253
H	6.288	12.747	6.015	-0.365	0.338	0.296
H	8.955	10.063	5.98	-0.377	0.201	0.268
H	7.312	11.707	5.98	0.308	-0.426	0.212
H	10.065	3.52	5.982	0.186	-0.32	0.256
H	11.7	1.868	5.982	-0.358	0.282	0.239
H	12.771	0.829	6.023	0.429	-0.227	0.221
H	14.437	-0.792	6.023	-0.272	0.288	0.292
H	10.028	9.009	6.009	0.301	-0.34	0.231
H	11.679	7.372	6.009	-0.263	0.2	0.271
H	14.421	4.61	5.998	-0.337	0.229	0.21
H	12.786	6.263	5.998	0.286	-0.2	0.237
H	11.707	12.825	5.975	-0.291	0.311	0.255
H	10.033	14.437	5.975	0.306	-0.317	0.23
H	12.778	11.765	5.97	0.311	-0.322	0.228
H	14.409	10.109	5.97	-0.215	0.203	0.259

Results
free energy: -284448.267 eV
free energy less fixed offsets of H -15.71, O -570.45, Si -639.56 eV per atom: -3.787 eV

The program warned: the cutoff lies below the one the program advises for these potential files; the forces do not sum to zero within the program's tolerance; empty levels may hold ghost states of the PAW files; the exchange-correlation potential is rough where the density is thin.
